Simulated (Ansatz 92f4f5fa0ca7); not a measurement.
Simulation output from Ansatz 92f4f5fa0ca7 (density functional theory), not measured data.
Periodic cell of 273 atoms, Si166O106B1, from a study of silicon, its oxide and their interface. The atomic structure is a simulated model.
Doubt: the cutoff is far below the 930 eV that the study's wrapper takes by default for these files, so forces and energies are approximate.

Settings: functional PBE; potential files Ansatz PAW; basis plane waves; wave-function cutoff 580 eV; density cutoff ratio 5; exchange-correlation grid ratio 1; k mesh 1 x 1 x 1, Gamma-centred; self-consistency stop 5e-08 eV per atom in the density residual; occupations fixed; spin none; net charge -1 e, with a uniform compensating background and no finite-size correction.

Cell vectors (angstrom)
a	11.6015	0	0
b	0	13.3963	0
c	0	0	29.8085

Atoms and the computed forces on them: element, x, y, z (angstrom), force x, y, z (eV/angstrom)
Si	11.5544	0.1758	22.9107	-0.0105	0.0075	-0.0224
Si	3.921	0.1499	23.0432	-0.001	0.0053	-0.0196
Si	7.6685	0.1165	23.1497	-0.0016	0.0163	-0.0078
Si	2.073	3.4599	22.8877	0.0082	-0.0082	-0.0231
Si	5.9063	3.6931	22.9995	-0.0026	0.0118	-0.0123
Si	9.7627	3.5417	23.0389	0.004	0.0008	-0.0115
Si	11.6684	6.8622	23.0762	0.0077	-0.0158	-0.0128
Si	3.9604	7.0405	23.204	-0.0041	-0.0026	-0.0086
Si	7.802	6.8939	23.2553	-0.0007	-0.0025	-0.0034
Si	2.0418	10.2351	23.2646	0.0064	-0.0145	-0.0131
Si	5.8635	10.0931	23.3277	0.0065	-0.0016	-0.0035
Si	9.8442	10.0789	23.2432	0.0093	-0.0018	-0.0036
Si	11.7008	2.3839	23.7505	-0.0065	0.0003	0.0085
Si	4.0041	2.4056	23.7473	-0.0015	-0.0033	0.0023
Si	7.7889	2.4153	23.7704	0.001	-0.0063	0.0044
Si	2.0355	5.7087	23.7123	-0.002	0.0188	0.0078
Si	5.8405	5.8146	23.996	0.0014	0.0089	0.0011
Si	9.7448	5.7338	23.9206	0.0026	0.012	0.0031
Si	11.7589	9.0224	24.0434	-0.0088	0.001	-0.008
Si	3.9099	9.1347	24.2191	-0.0016	-0.003	-0.0009
Si	7.8541	9.0821	24.0612	-0.0089	-0.0037	-0.0074
Si	1.9159	12.5029	23.8195	0.0081	-0.0032	0.0074
Si	5.783	12.3713	23.9545	-0.0015	-0.0119	-0.0024
Si	9.6834	12.3917	23.7873	0.0036	-0.0135	0.0073
Si	11.6468	2.2941	26.1671	-0.0028	-0.0106	-0.0055
Si	3.9228	2.3022	26.158	0	0.0018	-0.0008
Si	7.7573	2.3192	26.1801	-0.0008	-0.0083	-0.0012
Si	1.9819	5.6294	26.1554	0.0035	-0.0158	-0.0021
Si	5.8253	5.679	26.3386	0.0014	-0.0122	0.0011
Si	9.7088	5.655	26.2952	-0.0059	-0.0201	-0.0039
Si	11.6712	8.9618	26.3734	0.0024	0.002	0.0031
Si	3.8919	9.0118	26.5171	0.0027	0.0039	-0.0074
Si	7.795	8.9943	26.3921	0.0005	0.0058	0.0017
Si	1.9237	12.367	26.2289	0.0027	0.0083	-0.005
Si	5.8103	12.3178	26.3197	-0.0113	0.0123	-0.0015
Si	9.6864	12.3308	26.1929	0.0009	0.0027	-0.0044
Si	1.9781	1.1902	27.0017	-0.0027	0.0074	0.0029
Si	5.8309	1.181	27.0203	0.0059	0.0055	0.004
Si	9.6903	1.1742	26.978	-0.001	0.0022	0.0052
Si	11.6506	4.508	27.0079	0.0082	0.0128	0.0104
Si	3.8916	4.5045	27.0174	-0.0041	0.0029	0.0134
Si	7.7586	4.5199	27.0594	-0.002	0.0136	0.0058
Si	1.9693	7.8042	27.1337	-0.0047	-0.0005	-0.0035
Si	5.854	7.8853	27.1802	-0.0072	-0.0056	-0.0095
Si	9.7197	7.8665	27.1441	0.0082	0.0006	0.0015
Si	11.6044	11.2204	27.0631	-0.0134	-0.0077	0.0119
Si	3.8511	11.2736	27.1315	0.0014	-0.01	-0.0153
Si	7.778	11.2301	27.102	0.019	-0.0079	0.0127
Si	1.9462	1.1101	29.3902	0.015	0.0241	-0.0171
Si	5.8008	1.1189	29.4107	0.0084	0.0153	-0.0163
Si	9.6527	1.1087	29.3802	0.0291	0.0133	-0.018
Si	0.0102	4.4521	29.3994	0.0097	-0.0008	-0.0142
Si	3.8719	4.4447	29.3904	0.0061	0.0119	-0.0143
Si	7.7213	4.4669	29.4306	0.0232	-0.0054	-0.0079
Si	1.9355	7.7752	29.4825	0.0165	-0.0089	0.0158
Si	5.8341	7.833	29.525	0.0066	-0.001	0.0306
Si	9.6857	7.8483	29.4988	0.0107	-0.013	0.0299
Si	-0.0443	11.1345	29.4433	0.0028	0.0255	-0.0002
Si	3.8613	11.1962	29.4783	-0.013	0.036	0.0132
Si	7.8006	11.1455	29.4699	-0.0066	0.0303	0.0048
Si	-0.0041	-0.0134	0.3475	-0.0276	-0.0376	0.0016
Si	3.8724	0.0156	0.4525	-0.0051	-0.0233	0.0283
Si	7.7163	-0.0208	0.4014	-0.0173	-0.0398	0.0147
Si	1.9443	3.3253	0.3705	0.0012	-0.0054	-0.0068
Si	5.7899	3.3317	0.4272	-0.0142	-0.001	0.0131
Si	9.6542	3.3377	0.371	-0.0257	0.0008	0.0162
Si	-0.0133	6.6645	0.4297	-0.0193	0.0185	-0.0032
Si	3.8902	6.6603	0.4015	-0.0113	-0.0044	-0.0063
Si	7.7674	6.684	0.4501	0	0.0168	0.0017
Si	1.9227	10.0454	0.3865	-0.0179	-0.0169	-0.0024
Si	5.8229	10.0994	0.429	0.0297	-0.025	0.0111
Si	9.6792	10.0278	0.6544	0.0116	-0.0306	0.1712
Si	11.4989	-0.1226	2.7074	0.0085	-0.0147	-0.0354
Si	3.8432	-0.0632	2.8449	0.0067	0.0122	-0.0464
Si	7.7163	-0.1688	2.781	-0.0269	-0.0099	-0.05
Si	1.9059	3.2657	2.7274	0.0138	-0.0112	-0.026
Si	5.7759	3.2691	2.8251	-0.0168	-0.0184	-0.0404
Si	9.6009	3.2961	2.7489	-0.0087	-0.024	-0.041
Si	11.5498	6.6984	2.7855	-0.0349	-0.0063	-0.0412
Si	3.87	6.5944	2.7485	0.0048	0.0001	-0.0364
Si	7.7654	6.7121	2.8123	0.0303	-0.0131	-0.0412
Si	1.8665	9.9769	2.7442	0.032	0.0662	-0.0518
Si	5.8775	10.0249	2.7977	-0.0285	0.0606	-0.0517
B	9.6819	9.9578	2.7663	-0.1029	0.1392	-0.448
Si	11.5392	2.1445	3.4042	-0.022	0.005	0.0315
Si	3.8115	2.1451	3.651	0.003	0.0147	0.0194
Si	7.6985	2.0608	3.5389	0.036	0.014	0.0444
Si	1.8788	5.5107	3.4621	0.0072	0.0075	0.032
Si	5.8362	5.5415	3.5658	-0.0081	0.0143	0.0377
Si	9.654	5.513	3.6042	0	0.0388	0.0334
Si	11.3898	9.0074	3.4326	0.1374	-0.1615	0.1787
Si	3.8914	8.8609	3.4042	0.0017	-0.0486	0.0437
Si	7.9615	9.0164	3.4437	-0.0554	-0.1089	0.1563
Si	1.8523	12.2203	3.517	-0.011	-0.0157	0.0216
Si	5.762	12.2111	3.7446	0.0079	-0.0111	0.0238
Si	9.6247	11.9166	3.3958	0.0219	0.0715	0.1115
Si	11.4771	2.1533	5.7265	0.0072	-0.0006	-0.0007
Si	3.7284	2.025	6.0679	-0.0039	-0.0098	-0.005
Si	7.6135	1.9598	5.9122	0.0041	-0.0083	-0.0119
Si	1.8796	5.4058	5.7941	-0.0172	-0.0003	0.0012
Si	5.808	5.464	5.9349	0.0045	-0.0176	-0.0094
Si	9.621	5.4507	6.0056	0.0051	0.0038	-0.0124
Si	11.6084	8.8077	5.8279	0.002	0.0152	-0.0252
Si	3.914	8.7818	5.7235	-0.0082	0.0292	-0.0082
Si	7.7966	8.8286	5.8435	0.0024	0.01	-0.0375
Si	1.77	12.1465	5.8915	-0.0139	0.0031	-0.0054
Si	5.7294	12.1096	6.2465	-0.0022	-0.0031	-0.0062
Si	9.5858	12.0765	5.7759	0.0111	-0.0134	-0.0207
Si	1.6295	0.9634	6.706	-0.0032	0.0091	0.0142
Si	5.6723	0.9789	7.0003	0.008	0.006	0.0218
Si	9.6414	0.9031	6.5353	-0.0206	0.0043	0.011
Si	11.5692	4.3136	6.6949	0.0076	-0.0068	0.0128
Si	3.8258	4.3175	6.5456	0.023	0.0133	0.0295
Si	7.6992	4.172	6.6135	-0.0112	0.0192	0.0169
Si	2.0016	7.6445	6.4596	0.004	-0.0115	0.0195
Si	5.8515	7.7463	6.6501	0.0124	0.0104	0.0349
Si	9.7177	7.7238	6.7048	-0.0065	-0.0263	0.0132
Si	11.4357	10.9737	6.748	0.0089	0.011	0.0084
Si	3.6546	10.9383	6.6231	0.017	-0.0248	0.0161
Si	7.7783	10.966	6.8408	-0.0167	0.0063	0.023
O	9.9034	7.897	8.3758	0.005	0.0141	-0.0167
O	9.9106	0.77	8.1899	-0.0039	0.0029	-0.0072
O	1.0382	0.9146	8.2998	0.0031	-0.0024	-0.0033
O	3.0872	10.5747	8.1468	0.0021	0.0016	-0.0102
O	5.8555	7.9192	8.324	-0.0141	-0.0129	-0.0243
O	5.6086	1.1811	8.6938	-0.0062	0.0017	-0.0161
O	3.7767	4.3131	8.1981	-0.0143	-0.0113	-0.0207
O	7.6427	3.7288	8.2446	0.0079	-0.0124	-0.004
O	0.0511	4.2677	8.3732	-0.0028	0.0126	-0.0154
O	11.1537	10.9334	8.4101	0.001	-0.0013	-0.0096
O	8.1331	10.7733	8.4898	0.0101	-0.0065	-0.0236
O	2.2872	7.5376	8.0858	-0.009	0.0055	-0.0143
O	11.4277	0.2004	21.2244	0.0106	-0.0055	0.0195
O	9.7644	3.6607	21.37	-0.0065	-0.0016	0.009
O	4.1369	7.5506	21.6121	-0.0013	-0.0025	-0.0019
O	6.005	4.1893	21.381	0.0072	-0.0045	0.0144
O	5.7589	9.7494	21.6883	0.0007	0.0098	0.006
O	2.1527	3.3923	21.2002	-0.0113	0.0053	0.0223
O	7.3481	13.4353	21.5072	-0.0034	0.0025	0.0119
O	4.0204	0.1421	21.3742	0.0048	0.0004	0.016
O	7.7598	6.9761	21.6006	0.0029	-0.0009	-0.0036
O	2.1258	10.1705	21.6087	-0.0053	0.004	0.0221
O	11.5568	6.9687	21.4086	-0.0037	0.007	0.0039
O	10.1521	9.6372	21.6488	0.0003	0.0035	0.0042
Si	11.5708	6.4367	11.2755	-0.002	-0.004	-0.0427
Si	1.5654	10.3664	16.248	0.0016	0.0024	0.01
Si	0.2115	3.6763	9.8821	0.0042	0.0009	-0.0214
Si	8.0842	12.8559	20.186	0.0009	-0.0114	0.0075
Si	2.841	10.4665	9.736	0.0023	0.0079	-0.0245
Si	2.5778	10.3925	20.07	-0.004	-0.0008	0.0083
Si	10.3527	3.7099	19.8516	0.0038	0.0033	0.0153
Si	0.2437	12.8032	17.09	0.0023	-0.0071	-0.0012
Si	10.8152	0.6999	19.7846	-0.004	0.0006	0.0076
Si	3.1574	7.7497	16.214	0.0007	0.0071	0.0053
Si	0.3366	6.4889	19.9055	0.0092	0.0046	0.0199
Si	9.382	2.5278	14.2815	0.0018	0.0009	-0.0127
Si	2.8983	2.5468	11.0257	0.0049	-0.003	-0.043
Si	5.1255	11.9897	15.3529	-0.0014	-0.0002	-0.0045
Si	4.9446	8.6813	20.7417	0.0015	-0.0069	0.0099
Si	3.6115	-0.3902	11.2762	-0.0016	0.0053	-0.0396
Si	5.5753	8.8927	14.7716	-0.0011	0.0001	-0.0102
Si	-0.1654	11.31	9.9764	0.0014	-0.0024	-0.0206
Si	9.4558	10.0127	20.2286	0.0025	0.0046	0.0126
Si	3.463	0.0466	19.8452	-0.0009	-0.0004	0.0111
Si	7.4637	4.7058	9.5245	-0.0073	0.0069	-0.0153
Si	2.367	12.3607	14.1553	-0.0008	0.0001	-0.0147
Si	6.187	0.5923	10.1254	0.0065	-0.0049	-0.0182
Si	2.8002	2.9046	19.7664	0.0089	0.0015	0.0132
Si	5.7153	4.4556	13.6412	-0.0028	0.0035	-0.0277
Si	7.4705	0.2172	15.5923	-0.0001	-0.0062	-0.0019
Si	9.6068	11.3441	15.1921	-0.0019	0.0003	0.0006
Si	1.9825	6.5625	13.5287	0.0046	-0.0032	-0.0252
Si	2.8378	3.5276	14.0019	-0.0004	0.0033	-0.0176
Si	11.7089	9.1732	18.4207	-0.0007	-0.0013	0.0187
Si	11.2256	0.8574	9.1588	0.004	0.0031	-0.01
Si	9.1275	7.3263	9.6866	-0.0106	-0.0112	-0.0166
Si	8.6739	8.5597	14.5597	0.002	0.0048	-0.0101
Si	4.7698	7.1711	12.3178	0.0019	-0.0013	-0.0276
Si	2.9758	5.6285	18.7402	-0.0037	0.0058	0.023
Si	2.514	7.416	9.6699	-0.0021	-0.0101	-0.018
Si	6.2736	8.4319	9.8113	0.0056	0.0117	-0.0138
Si	4.3243	4.7678	9.6353	0.0125	0.0027	-0.0198
Si	9.3626	10.4959	12.2599	-0.0041	-0.0065	-0.029
Si	5.9495	13.0299	17.9674	0.0026	-0.0026	0.008
Si	7.982	4.9378	18.3654	0.0003	0.0011	0.0206
Si	8.3024	5.4123	15.1996	0.0009	0.0034	-0.0144
Si	7.335	11.0751	9.8957	-0.0142	0.0057	-0.0137
Si	5.3915	4.2093	19.8658	-0.0094	0.0067	0.0134
Si	0.781	1.4934	15.0331	-0.0011	-0.0008	-0.0088
Si	7.5577	7.5322	20.0964	-0.0015	-0.0041	0.0257
Si	7.6444	2.7973	11.8472	-0.0016	0.0038	-0.0424
O	3.4485	6.1016	10.039	-0.0027	0.0028	0.0154
O	1.9455	2.6577	15.0721	0.0002	0.0005	0.0023
O	-0.3623	12.9393	10.149	0.0004	0.0048	0.017
O	8.3639	8.9033	19.817	-0.0009	-0.0014	-0.0164
O	2.4288	1.3126	19.5271	0.0006	-0.0001	-0.0161
O	8.1513	5.3106	16.8033	-0.001	-0.0019	0.006
O	2.7391	11.9821	19.709	0.0019	0.0021	-0.0158
O	7.1499	8.7644	15.0975	-0.0031	-0.0021	-0.001
O	1.278	0.1872	14.1697	-0.0014	0.0026	0.0093
O	4.4074	3.8202	14.4302	-0.0009	-0.0012	0.0066
O	4.2267	3.4352	10.6151	-0.0033	0.0074	0.0188
O	10.9496	2.0845	14.4818	-0.0001	0.0003	0.006
O	11.3716	4.8289	10.9664	-0.0006	-0.0044	0.0183
O	10.8383	12.0187	16.0392	0.0051	0.0043	-0.0007
O	8.9333	6.9109	14.7651	-0.0009	-0.0043	0.0057
O	1.7647	3.3449	10.2013	-0.01	0.0001	0.0228
O	8.4577	5.935	9.1987	0.0012	0.001	0.0124
O	11.1427	2.298	19.5395	-0.0011	-0.001	-0.0148
O	5.4107	7.611	10.9008	0.0084	0.0092	0.0089
O	11.4201	7.5969	18.7947	0	-0.0042	-0.0103
O	7.8771	8.2654	10.14	-0.0003	-0.0024	0.0169
O	10.13	7.1465	10.9656	-0.0015	0.0053	0.0146
O	9.2159	4.1152	14.7225	-0.0011	0.0004	0.0064
O	8.8337	11.4696	20.5283	0.0009	0.0011	-0.0139
O	10.5846	10.5161	11.154	0.0054	0.0046	0.0077
O	8.3572	12.242	15.7472	-0.0024	0.0038	-0.0043
O	4.4445	2.8834	19.8039	0.0012	-0.0004	-0.0156
O	4.6622	0.2209	18.7516	-0.0095	0.0012	-0.0056
O	10.4888	10.0962	18.9763	-0.0087	0.001	-0.007
O	6.7966	0.6922	17.025	-0.0019	-0.0007	-0.0025
O	0.5058	6.7328	12.8143	-0.0024	0.0008	0.0148
O	1.0481	7.129	10.2928	0.0127	0.0083	0.0152
O	3.1346	7.1678	12.5264	0.0002	-0.0005	0.0178
O	3.9608	9.5657	19.7911	0.0029	-0.0019	-0.0132
O	6.7856	5.2014	14.6198	0.0012	-0.0014	0.0111
O	0.5707	0.9146	16.5443	-0.0019	-0.0014	-0.0013
O	1.542	11.7842	17.1075	-0.0013	0.0038	-0.0095
O	5.36	8.3224	13.2819	-0.0012	-0.0015	0.0111
O	2.9775	12.3805	12.6452	0.0023	-0.0002	0.0131
O	6.4338	3.2075	12.8747	0.003	-0.0009	0.0152
O	2.7908	9.3185	16.5765	0.0007	-0.0019	-0.0073
O	5.9993	7.8914	19.7816	-0.0035	0.0056	-0.0117
O	1.9573	6.3956	19.7535	-0.0039	0.0011	-0.0166
O	1.4605	9.6855	19.1457	0.0135	0.0061	-0.0079
O	9.472	9.714	15.4629	0.0015	0.0018	-0.0024
O	3.0971	8.8903	10.1705	-0.0016	0.0011	0.0192
O	8.993	9.0394	12.9979	-0.0001	-0.0002	0.0132
O	2.1514	7.3142	14.9781	-0.0008	-0.0002	0.0026
O	9.1399	3.8753	18.7828	0.0065	-0.002	-0.011
O	4.7303	7.9077	15.7797	-0.0008	-0.0022	-0.003
O	7.2445	1.5997	10.8351	-0.0055	-0.0053	0.016
O	8.1149	6.3638	19.1275	0.0012	0.0086	-0.0117
O	5.9054	5.1635	9.6204	0.0009	-0.0031	0.0098
O	6.9949	-0.9318	19.0607	0.0115	0.0004	-0.0043
O	11.0352	2.24	10.0427	0.0016	-0.0096	0.0147
O	8.9744	2.397	12.7042	-0.0021	0.0014	0.0161
O	9.7087	11.5037	13.5389	0.0025	0.0015	0.012
O	6.5703	4.2044	18.7422	-0.0036	-0.0018	-0.0119
O	6.0468	10.0508	9.9459	0.001	-0.0087	0.0196
O	1.3554	10.8406	10.2674	-0.0044	0.0006	0.0204
O	5.1593	10.4751	14.7466	-0.001	0.0026	0.0066
O	1.6877	10.9125	14.6657	-0.0001	0.0012	0.0063
O	11.3565	13.0843	18.6155	-0.0049	0.0106	0.0027
O	5.4374	11.8481	16.9568	0.0004	0.0063	-0.001
O	8.0965	10.9835	11.3481	-0.0036	0.0017	0.0104
O	11.3136	5.0102	19.629	-0.0032	-0.0054	-0.0157
O	8.3644	1.4847	15.0724	-0.0001	0.0021	0.0016
O	2.433	4.0468	18.6022	0.0019	-0.0068	-0.0083
O	3.7527	11.6915	10.3274	-0.0032	-0.0142	0.0203
O	9.1806	0.5758	19.7281	-0.0015	-0.003	-0.0126
O	2.7647	2.6466	12.6409	0.0001	-0.0019	0.0102
O	3.6396	12.6329	15.1465	-0.0009	-0.0023	0.0031
O	7.9934	4.0895	10.9268	-0.0013	0	0.0131
O	5.1167	0.2528	11.3268	0.0021	0.0007	0.0158
O	4.432	5.4957	19.4803	0.0066	-0.0046	-0.0181
O	6.1959	13.0654	14.6795	-0.0012	0.0017	0.0085
O	3.0558	6.5684	17.3723	0.0001	-0.0083	-0.0009
O	2.783	0.931	10.7111	-0.0002	0.0003	0.0243
O	0.2883	9.4539	16.8031	-0.003	-0.0021	0.0017
O	5.2353	5.631	12.614	-0.0026	0.0052	0.0169
O	2.1321	4.967	13.7827	-0.0024	0.0011	0.0103
O	6.9046	12.6131	9.7079	0.0036	-0.0012	0.0192

Results
free energy: -165959.316 eV
free energy less fixed offsets of B -154.04, O -568.88, Si -635.61 eV per atom: 7.264 eV

The program warned: the cutoff lies below the one the program advises for these potential files; the forces do not sum to zero within the program's tolerance; the exchange-correlation potential is rough where the density is thin.
